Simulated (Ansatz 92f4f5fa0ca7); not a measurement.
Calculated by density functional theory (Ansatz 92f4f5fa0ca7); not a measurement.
Periodic cell of 122 atoms, Si78O44, from a study of silicon, its oxide and their interface. The atomic structure is a simulated model.

Settings: functional r2SCAN; potential files Ansatz norm-conserving; basis plane waves; wave-function cutoff 1300 eV; density cutoff ratio 4; exchange-correlation grid ratio 1; k mesh 2 x 2 x 1, shifted by 0.5 0.5 0.5 of a step; self-consistency stop 5e-08 eV per atom in the density residual; occupations Fermi-Dirac, 0.05 eV; spin none; net charge 0.

Cell vectors (angstrom)
a  10.88  0  0
b  0  10.88  0
c  0  0  17.8174

Atoms: element, x, y, z (angstrom)
Si  0.3102  -0.4922  -0.2437
Si  2.5855  2.8546  0.0035
Si  0.5002  5.1893  -0.1643
Si  2.7256  8.262  -0.1143
Si  5.743  -0.2928  0.1984
Si  7.6428  3.1716  -0.2134
Si  5.5937  5.3105  0.5248
Si  7.8865  8.1897  -0.1298
Si  1.2941  1.2731  1.1727
Si  4.0332  3.9649  1.5147
Si  1.5246  6.704  1.2846
Si  4.1239  9.4478  1.3956
Si  6.8675  1.4485  1.2562
Si  9.5343  4.1148  1.0227
Si  6.9719  6.7863  1.5622
Si  9.5829  9.364  1.1321
Si  -0.0758  2.6755  2.522
Si  2.7084  -0.0118  2.6162
Si  0.032  8.0557  2.5707
Si  2.7253  5.3793  2.7877
Si  5.494  2.6452  2.7234
Si  8.2997  0.0265  2.5397
Si  5.4963  8.1304  2.7943
Si  8.3638  5.3906  2.6961
Si  1.2608  4.0173  4.0392
Si  4.0916  1.3141  4.0203
Si  1.3332  9.4742  3.9257
Si  4.1022  6.735  4.1177
Si  6.8743  4.0726  3.9983
Si  9.5456  1.3802  4.0194
Si  6.913  9.5925  4.0174
Si  9.602  6.7991  4.075
Si  0.0461  -0.0176  5.3256
Si  2.7036  2.657  5.3588
Si  -0.0856  5.3811  5.4798
Si  2.6121  8.0795  5.308
Si  5.548  0.0749  5.3659
Si  8.2287  2.8155  5.4183
Si  5.4857  5.3591  5.4142
Si  8.2548  8.2165  5.4257
Si  1.4267  1.2491  6.7309
Si  4.0177  4.0249  6.7543
Si  1.1923  6.8218  6.7815
Si  4.1046  9.4541  6.4132
Si  6.8532  1.5373  6.784
Si  9.4908  4.0972  6.9804
Si  6.8836  6.7531  6.7286
Si  9.5963  9.6531  6.8227
Si  0.1298  2.6183  8.1374
Si  2.8112  -0.2805  7.8877
Si  -0.0773  8.2437  8.31
Si  2.5905  5.4593  8.0152
Si  5.4156  2.8108  8.2339
Si  8.2479  0.2514  8.1288
Si  5.4367  8.1907  7.7674
Si  8.0196  5.6063  8.514
Si  1.3104  4.1059  9.5103
Si  4.4954  0.7715  9.1095
Si  1.8292  9.1139  9.5099
Si  3.9949  6.937  9.0922
Si  6.0761  4.6869  9.7825
Si  9.6086  1.6026  9.709
Si  6.7255  9.6431  9.0291
Si  8.9202  7.5823  9.7621
Si  2.9091  -8.7737  11.3494
Si  2.9477  4.5983  14.2017
Si  0.1077  5.6669  14.7107
Si  -1.847  6.7401  12.6779
Si  9.8109  4.1407  11.2897
Si  -4.0377  7.9023  14.706
Si  5.1392  3.7444  12.5889
Si  0.6769  0.1121  11.7983
Si  3.1467  1.5916  15.1034
Si  5.6459  -0.0225  14.9099
Si  4.3304  -4.2273  15.9203
Si  7.2148  13.3515  14.5084
Si  11.2486  11.2219  14.7205
Si  9.9664  3.0296  13.8324
O  1.5799  -1.4967  -0.4646
O  0.1777  -0.4085  -4.5398
O  4.3051  0.7215  -3.4872
O  5.2938  0.0588  -1.3378
O  0.2365  6.109  -1.5503
O  1.5256  3.963  -0.691
O  -0.3224  10.5171  -1.806
O  4.2705  24.2118  -5.6751
O  6.8815  0.8946  -3.3919
O  3.2725  -3.0028  -1.6598
O  7.794  2.7313  -1.8149
O  2.7359  2.9947  -3.4605
O  6.479  4.3286  -0.4753
O  6.1498  -1.5078  -3.3706
O  6.8506  9.4333  -0.096
O  -0.6513  6.7694  -4.0277
O  2.3116  3.4645  10.6702
O  0.0523  4.8682  10.3383
O  3.3818  1.0276  10.2727
O  5.6184  -0.2661  9.8509
O  -3.185  7.357  13.4062
O  -2.0188  16.0872  12.0816
O  2.9832  7.9718  9.9645
O  4.9756  5.9451  10.0056
O  7.6334  8.6426  10.0049
O  10.0713  4.3289  14.7846
O  8.9769  3.0013  10.4344
O  10.6023  12.6906  14.6295
O  9.4545  7.559  11.3481
O  6.1297  4.1551  11.3754
O  -7.2788  -5.6101  15.5187
O  4.8719  -4.419  17.4216
O  1.9139  0.5528  15.1209
O  1.737  1.3086  12.14
O  1.3569  -1.0837  10.9437
O  -5.3388  6.9376  14.8835
O  10.3091  0.6913  10.9047
O  12.4016  5.3324  13.9628
O  3.4661  2.0978  16.6242
O  -2.4528  2.7092  13.4756
O  4.0094  4.8684  12.9841
O  10.6825  3.3363  12.4124
O  7.8233  7.8173  16.0239
O  5.979  3.3809  13.9575

Results
free energy: -29615.287 eV
free energy less fixed offsets of O -463.61, Si -117.95 eV per atom: -16.347 eV
pressure: -1.73 GPa
stress xx, yy, zz, yz, xz, xy (GPa, positive in tension): 1.21, 1.17, 2.82, 0.89, -0.72, -1.4

Forces (eV/angstrom), in the order of the atoms: element, x, y, z
Si  -0.0115  -0.2312  -0.6847
Si  0.1587  -0.0237  -0.7451
Si  0.0501  -0.0347  -0.863
Si  -0.3032  0.4495  -0.4185
Si  0.0061  -0.085  -0.9524
Si  -0.1663  0.1133  -1.2812
Si  -0.0258  0.1074  -0.8676
Si  -0.4028  0.2324  -1.0097
Si  0.0386  -0.1039  -0.2942
Si  -0.2288  -0.0709  -0.3144
Si  0.1666  0.137  -0.2177
Si  -0.0065  -0.1284  -0.2319
Si  -0.0597  -0.1171  -0.1071
Si  0.086  -0.0253  -0.1334
Si  -0.0298  -0.022  -0.2082
Si  -0.0261  -0.0435  -0.218
Si  0.1048  0.1548  -0.1166
Si  0.0424  -0.0636  -0.0114
Si  0.1091  -0.0463  -0.0886
Si  0.0995  0.0571  0.1904
Si  -0.0377  -0.0962  0.1438
Si  -0.1577  -0.2411  0.0123
Si  -0.1072  0.194  0.2146
Si  -0.0188  0.0393  0.0591
Si  -0.027  -0.0056  -0.042
Si  0.0693  0.032  -0.0282
Si  0.0633  0.0344  -0.0852
Si  -0.0542  -0.1343  -0.2444
Si  -0.027  0.0543  0.0164
Si  0.052  0.0241  0.0131
Si  -0.0131  -0.032  -0.1644
Si  0.0335  -0.0808  0.0184
Si  -0.0556  0.0265  -0.0227
Si  0.0447  0.0837  -0.0623
Si  0.1982  0.1122  -0.024
Si  0.0541  0.0187  -0.0492
Si  -0.1511  0.0557  -0.0333
Si  -0.0997  -0.2864  0.0067
Si  0.0771  0.0643  0.1742
Si  -0.026  -0.1075  0.076
Si  0.0697  -0.0321  0.0499
Si  -0.0447  0.0151  -0.0355
Si  -0.0784  0.1142  0.0126
Si  -0.1452  -0.1698  -0.2275
Si  -0.2026  0.2211  -0.0585
Si  -0.1891  0.2437  0.41
Si  0.1301  -0.1748  -0.0854
Si  0.049  0.0268  -0.0104
Si  0.0663  0.0084  0.0049
Si  0.2375  0.1355  0.2302
Si  0.0611  0.0008  0.2504
Si  0.0583  -0.2075  0.2323
Si  -0.0806  -0.0719  0.3627
Si  0.2155  -0.009  0.3501
Si  -0.1705  0.0129  0.133
Si  -0.0716  0.0656  0.144
Si  0.1504  0.3297  0.6307
Si  0.0209  -0.2587  0.8989
Si  0.2496  -0.0535  0.708
Si  -0.103  0.1376  0.8955
Si  -0.3525  0.0487  0.7055
Si  -0.0921  0.0491  0.4119
Si  -0.2409  0.1642  1.0719
Si  -0.0553  0.1752  0.6226
Si  0.0343  0.0386  0.0679
Si  0.0367  0.1787  -0.1606
Si  -0.0597  -0.1357  -0.4104
Si  -0.0911  0.0911  0.4735
Si  0.2077  -0.2917  0.1085
Si  -0.0417  0.0897  -0.2996
Si  -0.0598  0.055  0.3862
Si  -0.0486  -0.0215  0.0823
Si  -0.0681  -0.0536  -0.3587
Si  0.2061  -0.0945  -0.2758
Si  0.0589  -0.1138  -0.2382
Si  0.118  -0.2426  -0.2738
Si  -0.0358  0.2968  -0.0275
Si  -0.069  -0.0663  0.2162
O  -0.1525  0.0067  0.2417
O  0.152  0.2235  -0.1164
O  -0.0963  0.1477  0.3293
O  0.2299  -0.1156  0.5528
O  0.128  -0.3509  0.6048
O  -0.0652  0.0429  0.8669
O  0.3124  0.0209  0.8984
O  -0.1488  0.1212  -0.1335
O  -0.2072  0.2298  0.263
O  -0.0264  -0.1285  0.6576
O  0.0053  0.1267  0.8592
O  0.1585  -0.1386  0.0437
O  0.3157  -0.1481  0.925
O  -0.0051  -0.0309  0.2768
O  -0.0719  0.1765  0.2579
O  -0.1238  -0.1947  -0.0743
O  -0.2221  -0.1278  -0.4853
O  0.2033  -0.2712  -0.3672
O  0.0475  0.2022  -0.1124
O  -0.0373  0.2709  -1.088
O  0.124  -0.0889  0.1249
O  0.0899  0.0886  -0.2225
O  -0.1726  0.056  -0.792
O  0.3558  -0.4139  -0.572
O  0.4451  -0.2823  -0.759
O  0.1044  0.0514  -0.1226
O  0.2568  -0.3862  -0.2058
O  0.0514  -0.0189  -0.1274
O  -0.1517  -0.0919  -0.7925
O  0.1027  0.2238  -0.7994
O  0.0351  0.152  0.0219
O  0.12  -0.2012  0.0105
O  -0.0081  0.1024  -0.0227
O  0.0428  -0.1123  -0.0734
O  0.0618  -0.057  -0.3693
O  -0.1816  -0.0279  0.379
O  -0.1385  0.1986  -0.3454
O  -0.0533  -0.0015  0.3312
O  -0.4263  0.2532  0.3954
O  0.1534  0.1191  0.1506
O  0.0398  -0.3433  0.1444
O  -0.3142  0.1436  0.0347
O  0.0679  0.0551  1.0038
O  -0.0884  0.0055  -0.1997
